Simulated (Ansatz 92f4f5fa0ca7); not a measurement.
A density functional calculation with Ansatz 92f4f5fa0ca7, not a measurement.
Periodic cell of 222 atoms, Si131O89B2, from a study of silicon, its oxide and their interface. The atomic structure is a simulated model.

Settings: functional PBE; potential files Ansatz PAW; basis plane waves; wave-function cutoff 700 eV; density cutoff ratio 5; exchange-correlation grid ratio 1; k mesh 2 x 2 x 1, shifted by 0.5 0.5 0.5 of a step; self-consistency stop 5e-08 eV per atom in the density residual; occupations fixed; spin none; net charge 0.

Cell vectors (angstrom)
a	10.938	0	0
b	0	10.938	0
c	0	0	32.1988

Atoms and the computed forces on them: element, x, y, z (angstrom), force x, y, z (eV/angstrom)
Si	10.6077	0.1845	24.77	-0.0213	-0.0014	-0.0273
Si	5.724	10.6389	24.7257	0.0046	-0.0092	-0.0478
Si	2.506	2.9508	24.6419	-0.0097	0.011	-0.0255
Si	8.4698	2.4735	24.7745	0.0017	-0.0165	-0.0414
Si	0.4003	5.304	24.691	0.0231	-0.009	-0.0343
Si	5.1973	5.6932	24.8332	-0.02	0.0192	-0.0323
B	3.2646	7.7027	25.2504	0.0572	-0.0514	-0.0825
Si	7.9634	8.4387	24.7568	-0.0033	0.024	-0.0237
Si	1.3503	1.3562	25.967	-0.0199	0.0059	0.0052
Si	6.8689	1.2971	26.0794	0.0004	-0.0046	-0.0018
Si	4.0528	4.0646	26.0727	-0.008	-0.0123	-0.0026
Si	9.6809	4.116	25.9884	-0.0036	-0.0069	0.0063
Si	1.5438	6.8798	26.0433	0.0076	-0.0043	0.0158
Si	6.8311	6.8441	26.0736	0.0067	0.0107	0.0141
Si	4.0846	9.4476	25.9838	-0.0074	-0.0393	0.028
Si	9.5066	9.5762	26.1404	-0.0138	0.0076	-0.0051
Si	2.7424	-0.0361	27.3157	0.0162	0.0015	0.009
Si	8.1805	-0.0195	27.534	0.0034	-0.004	-0.0179
Si	0.0288	2.7181	27.4161	0.0082	-0.0009	-0.0163
Si	5.4797	2.7032	27.3832	-0.0023	0.0076	0.0007
Si	2.7419	5.4322	27.4989	-0.0092	0.0192	-0.0236
Si	8.2485	5.4459	27.3559	-0.0007	-0.0015	-0.0001
Si	0.0435	8.1836	27.3697	0.0071	-0.0175	-0.0045
Si	5.475	8.1904	27.4779	-0.0126	0.026	-0.025
Si	4.0942	1.3344	28.7348	-0.0088	-0.009	-0.0178
Si	9.5868	1.3731	28.8051	0.0059	0.0229	-0.0139
Si	1.3616	4.0691	28.8206	-0.007	-0.005	-0.0089
Si	6.8567	4.0913	28.7413	0.0064	-0.0013	-0.0165
Si	4.1144	6.8133	28.828	0.0057	0.0119	-0.0098
Si	9.5993	6.8194	28.7452	0.0048	0.0024	-0.0161
Si	1.3791	9.5742	28.7451	0.0013	0.0019	-0.005
Si	6.8191	9.5505	28.8578	0.0011	-0.0019	-0.0102
Si	0.0153	-0.0082	30.144	0.0086	-0.01	0.0025
Si	5.4521	0.0057	30.1611	-0.018	0.0101	-0.0038
Si	2.7527	2.7094	30.1443	0.0089	-0.0113	0.007
Si	8.2065	2.7367	30.1465	-0.0135	0.0114	-0.0004
Si	0.0013	5.461	30.1522	-0.011	0.0161	-0.0033
Si	5.4955	5.4482	30.1513	0.0083	-0.0079	-0.0002
Si	2.731	8.2073	30.1444	-0.0089	0.01	-0.0061
Si	8.2283	8.175	30.149	0.014	-0.0024	0.0032
Si	1.3673	1.3673	31.515	0.086	-0.0831	0.0424
Si	6.8362	1.3673	31.515	-0.0047	0.0843	-0.036
Si	4.1018	4.1018	31.515	0.0929	-0.1371	-0.0221
Si	9.5708	4.1018	31.515	-0.0706	0.0482	0.0375
Si	1.3673	6.8362	31.515	-0.0158	0.0359	-0.0516
Si	6.8362	6.8362	31.515	0.1425	-0.1071	0.0688
Si	4.1018	9.5708	31.515	-0.1307	-0.0148	0.0687
Si	9.5708	9.5708	31.515	0.0874	-0.047	-0.0227
Si	2.7345	0	0.6835	0.0127	-0.0218	0.0934
Si	8.2035	0	0.6835	-0.0913	0.065	-0.1384
Si	0	2.7345	0.6835	-0.0749	0.0285	0.0242
Si	5.469	2.7345	0.6835	0.0567	-0.0125	-0.0041
Si	2.7345	5.469	0.6835	-0.0579	0.1876	-0.1801
Si	8.2035	5.469	0.6835	0.0398	-0.0649	0.0821
Si	0	8.2035	0.6835	0.0593	-0.0671	-0.0354
Si	5.469	8.2035	0.6835	-0.0589	0.0697	0.0162
Si	4.112	1.3685	2.0536	0.0069	-0.0117	0.0047
Si	9.5573	1.3647	2.0499	-0.0104	0.0152	-0.0022
Si	1.3578	4.1304	2.0339	-0.0069	0.0057	0.0012
Si	6.8388	4.0942	2.0557	0.0047	-0.0032	0.0004
Si	4.0956	6.8354	2.0513	-0.0105	0.0113	-0.001
Si	9.5687	6.8437	2.0498	0.0052	-0.008	0.005
Si	1.3734	9.5576	2.0493	0.007	-0.0021	0.0012
Si	6.8186	9.6003	2.0466	-0.0089	0.0094	-0.0003
Si	-0.0199	-0.0245	3.3842	-0.0185	-0.019	0.0165
Si	5.4749	0.0215	3.4654	0.0035	0.0018	0.0027
Si	2.758	2.7926	3.3609	0.0143	0.0127	0.0129
Si	8.1772	2.7074	3.4433	-0.0101	-0.0127	0.0207
Si	0.0062	5.4897	3.4299	0.0047	0.0025	0.018
Si	5.4661	5.4708	3.4019	-0.0119	-0.0112	0.0074
Si	2.7529	8.2157	3.4413	-0.0012	0.001	0.0239
Si	8.191	8.2349	3.3753	0.0079	0.0044	0.0083
Si	1.3617	1.4134	4.6252	0.0041	-0.0026	0.0111
Si	6.8231	1.3662	4.8997	-0.0015	0.0032	-0.01
Si	4.1304	4.1016	4.7963	-0.0045	-0.0039	0.011
Si	9.5504	4.1025	4.7555	-0.0008	0.0004	0.0062
Si	1.3897	6.8507	4.8136	-0.0054	-0.0021	-0.0031
Si	6.7944	6.906	4.7172	-0.0064	0.0081	0.0138
Si	4.1094	9.5946	4.8372	0.0075	-0.0153	-0.0023
Si	9.5323	9.5677	4.7814	-0.007	0.0031	0.0111
Si	2.7124	0.1297	6.0425	0.0081	0.0175	0.0089
Si	8.1757	-0.0477	6.2557	-0.0012	-0.0015	-0.0141
Si	-0.0093	2.6893	6.0415	0.0002	-0.0147	0.0065
Si	5.4435	2.7397	6.2806	-0.008	0.0102	-0.0204
Si	2.7845	5.4936	6.1699	0.0148	0.0089	-0.0056
Si	8.1372	5.5006	6.0243	0.0133	-0.0082	0.0032
Si	-0.0193	8.2044	6.1464	-0.007	0.0161	-0.0128
Si	5.4902	8.2338	6.2224	0.0068	0	-0.0205
Si	3.7929	1.5929	7.5836	-0.038	0.0069	0.0363
Si	9.7997	1.1544	7.4512	0.0238	-0.0062	0.0329
Si	1.5911	3.8239	7.3012	0.006	-0.0207	0.0284
Si	6.6111	4.439	7.4583	0.0048	0.0332	0.0345
Si	4.3646	6.6504	7.5437	0.0126	-0.0103	0.037
Si	9.3199	6.9746	7.3866	-0.0245	-0.0006	0.0269
Si	1.1071	9.9418	7.2776	-0.0002	0.0273	0.0253
Si	7.114	9.2465	7.6519	0.0255	-0.0284	0.0469
O	8.2744	8.1169	7.9128	-0.0099	0.0058	0.0198
O	2.68	2.7606	7.9365	0.0091	-0.0103	0.0224
O	9.5396	1.3318	24.19	-0.0021	0.0042	-0.0172
O	4.0504	6.8858	24.4841	-0.0181	0.0185	0.0169
O	-0.0026	0.0455	7.9531	-0.0034	0.0043	0.0206
O	5.4899	5.5299	8.0249	-0.0042	0.0007	0.0172
O	6.8603	9.5482	24.1941	-0.0034	-0.0052	-0.0173
O	1.4361	4.1225	24.1384	-0.001	0.0002	-0.0171
O	3.8108	7.396	8.9355	-0.0028	-0.0054	-0.0134
O	0.7872	4.4044	8.5997	0.0066	0.0177	-0.0049
O	9.7628	6.1845	8.7718	0.0155	0.0018	-0.0071
O	2.0986	9.4097	8.471	-0.0168	-0.0278	0.0059
O	7.4754	3.9464	8.7737	-0.0108	-0.02	-0.0037
O	4.2033	0.9483	9.0575	0.0049	0.0181	-0.0092
O	6.6531	9.5789	9.1975	0.0045	-0.0094	-0.0061
O	9.1547	1.8609	8.7974	-0.0123	0.0024	-0.0059
O	7.7281	3.2078	23.5008	-0.0073	-0.0011	0.0132
O	10.7699	6.1083	23.3671	-0.0083	0.0009	0.0108
O	5.0933	0.4204	23.3854	0.0004	0.0036	0.0165
O	5.7572	5.0728	23.4175	0.0004	-0.0009	0.0151
O	3.1651	2.2652	23.2877	0.0115	0.0026	0.0058
O	8.6577	7.7546	23.4294	0.0126	0.0045	-0.002
O	0.2103	10.163	23.5485	-0.009	0.0305	0.0284
Si	4.4152	1.5884	22.4711	-0.0004	-0.0018	0.0009
Si	3.392	7.9887	13.9993	-0.0045	-0.0007	0.0042
Si	7.0059	1.0213	14.6581	0.0043	-0.0043	0.0027
B	0.2344	9.7142	22.2502	0.0061	0.0005	-0.0033
Si	1.0894	4.345	11.8641	-0.0027	0.0066	-0.0037
Si	6.1619	9.019	15.298	0.0015	-0.0004	0.0068
Si	0.5711	1.4089	12.2754	0.0031	-0.0021	-0.0053
Si	8.5642	5.0959	20.5281	0.0033	-0.0001	-0.0028
Si	0.2771	5.7442	9.3399	0.0075	0.0088	-0.0086
Si	4.9554	3.1665	17.9375	-0.003	0.0002	0.0005
Si	0.7603	3.8237	16.7085	-0.0004	0.0029	0.0075
Si	10.2656	2.9739	19.1794	0.0028	0.0011	0.0088
Si	5.211	1.2177	10.3333	0.0053	0.0046	-0.0071
Si	0.672	0.3027	19.8264	0.0022	0.0043	0.0135
Si	6.5602	9.4912	10.835	0.0075	0.0001	0.0028
Si	9.1852	9.757	18.2636	0.0029	-0.0026	0.0016
Si	9.3002	9.284	12.5294	0.0006	0.0006	-0.0009
Si	6.5526	3.8954	22.6071	-0.0019	-0.0019	-0.0055
Si	2.3923	8.0964	9.363	-0.0144	-0.0027	-0.0105
Si	10.4731	7.4449	17.0584	-0.0048	0.0055	0.0034
Si	2.3908	6.3622	16.5541	0.0001	-0.0001	0.0026
Si	10.066	4.5445	14.1549	-0.0011	0.0016	0.0072
Si	5.9892	9.2359	18.4909	-0.0007	-0.0067	-0.0014
Si	7.9093	2.5912	9.5574	-0.0022	-0.003	-0.005
Si	8.7749	2.1852	12.4371	-0.0002	-0.0023	-0.0036
Si	5.2025	6.3036	18.0677	0.001	0.0022	0.0104
Si	3.7868	0.6046	19.4887	-0.0068	0.0031	0.0133
Si	4.1897	3.8703	12.035	-0.0091	0.0042	0.0061
Si	5.4405	6.644	12.1201	-0.0019	-0.001	0.0061
Si	7.8685	2.593	17.2109	0.0016	-0.0031	0.0039
Si	4.2392	2.5192	14.9565	-0.0037	0.0042	0.0053
Si	1.4142	1.2726	15.2474	0.0005	-0.0021	0.0074
Si	1.4766	9.4563	12.0106	0.0056	-0.004	-0.0007
Si	7.9442	6.9058	13.8474	0.0001	-0.0044	0.0084
Si	10.2551	9.8918	15.4494	-0.001	-0.0004	0.0017
Si	9.8791	7.1778	22.5154	-0.006	-0.004	0
Si	7.9852	5.5874	17.4316	-0.0019	-0.0049	0.0076
O	5.956	7.9951	11.2704	-0.0076	0.0072	0.0038
O	5.868	9.2336	16.8732	0.0113	-0.0011	0.0086
O	7.5674	1.418	13.1845	0.0133	-0.0011	0.0036
O	0.785	1.7938	13.8451	0.0064	-0.0179	-0.0049
O	9.3022	6.3397	16.8707	-0.0022	-0.0016	-0.0031
O	6.6486	6.2525	13.132	0.0146	0.0229	0.0004
O	4.999	4.7102	18.597	0.0013	-0.0023	-0.0103
O	9.0899	2.2602	18.2569	-0.0028	0.0295	-0.0016
O	2.211	0.1247	19.2024	0.006	0.009	0.0086
O	9.2376	10.2769	16.6926	0.0164	-0.0196	0.01
O	2.6982	4.4561	11.6957	-0.0048	-0.0022	0.0087
O	4.9119	10.3709	19.0742	-0.0048	-0.0021	-0.0083
O	9.3167	3.2905	13.4704	0.0083	0.0054	-0.0053
O	0.3378	1.9038	19.8758	-0.0035	0.0058	-0.0095
O	3.0297	1.4055	15.0576	-0.0015	0.0181	0.0002
O	8.0594	5.532	19.0521	0.0081	-0.0112	-0.0104
O	3.7616	6.6544	17.3865	-0.0114	-0.0064	-0.0085
O	4.4407	3.3226	16.3781	0.007	-0.0179	0.0082
O	8.9571	5.7215	14.2869	-0.0018	-0.0093	-0.0007
O	5.5045	2.7522	22.1141	-0.0053	-0.0056	0.0129
O	10.5389	4.2051	15.6575	0.0129	-0.0038	0.0026
O	0.201	3.992	18.2316	-0.0087	-0.0179	-0.0125
O	10.2497	10.6605	19.11	0.0006	-0.008	-0.0046
O	9.5496	10.0741	13.9787	0.0163	-0.0217	0.0057
O	10.7798	8.4264	21.941	-0.0228	-0.0269	0.0079
O	1.0719	2.2369	16.5126	-0.0006	0.0089	-0.0213
O	9.6175	3.8554	20.3895	-0.0121	0.0107	-0.0232
O	7.9859	4.1321	16.7137	0.0025	-0.0163	0.0191
O	-0.1326	9.1317	11.8661	0.011	0.0024	0.011
O	6.4414	2.465	17.9983	0.0052	0.0136	-0.0197
O	5.505	10.7496	11.1755	0.0011	0.002	-0.0112
O	7.6033	9.6511	18.801	0.0023	0.0085	-0.0092
O	9.9221	1.0631	12.0471	-0.0005	0.0331	0.0221
O	1.2536	6.9975	9.0418	0.0046	-0.007	0.0299
O	0.524	4.8066	13.3301	-0.0079	-0.0192	-0.0034
O	5.5567	7.6835	18.9874	-0.0087	0.0043	-0.0131
O	5.1413	5.1239	11.5083	-0.0061	-0.0094	-0.0126
O	2.6165	7.0619	15.1006	0.0107	0.0043	0.0024
O	0.8041	2.7848	11.4448	-0.0077	0.0031	0.0182
O	0.7257	10.7527	15.5504	-0.0229	0.0016	-0.0096
O	2.3279	8.6286	10.8927	-0.0137	0.001	-0.007
O	4.6256	2.4662	11.2578	0.0173	0.0006	0.0002
O	4.1511	3.5442	13.666	0.0036	-0.0149	-0.0043
O	2.0774	4.7557	16.4378	-0.0149	0.0001	0.0035
O	10.5937	8.31	15.6698	-0.0076	0.0177	0.0192
O	6.8455	10.3514	14.6844	-0.012	0.0006	0.0118
O	2.2413	9.01	13.3999	0.0079	-0.0028	-0.0028
O	7.9082	1.6273	15.8905	-0.0179	0.0063	0.0003
O	4.0197	7.0402	12.8296	0.0113	0.0111	0.0054
O	4.022	2.0539	18.7204	0.0156	-0.0074	-0.0018
O	7.2403	4.6013	21.3264	0.013	-0.0056	0.0077
O	8.3228	2.9637	11.0843	0.0015	-0.0251	-0.0034
O	1.0599	6.9325	17.3373	0.0076	-0.0081	-0.0107
O	5.5273	1.6042	14.7535	0.0072	0.0118	0.0014
O	8.0457	9.7965	11.5495	-0.0273	-0.0035	-0.013
O	9.2552	6.3801	21.2437	-0.003	-0.0084	0.0142
O	8.8523	7.7607	12.8281	-0.0147	0.0134	0.0141
O	1.5453	0.1638	11.8517	-0.0183	-0.0013	0.0207
O	6.5167	6.2362	17.0767	-0.0008	-0.0024	-0.003
O	7.2964	7.8581	15.0229	-0.0046	0.005	-0.0054
O	0.7308	10.5615	21.301	-0.0008	0.0171	-0.0309
O	9.9229	8.2998	18.3276	-0.0011	0.0117	-0.0301
O	3.9106	0.8902	21.095	0.0075	0.0106	-0.0111
O	0.2667	5.3818	10.9113	0.0134	-0.0088	-0.0157
O	6.6272	1.6033	9.6193	0.0004	0.0154	0.0257
O	4.6875	8.7706	14.6276	0.0003	-0.0076	-0.0061

Results
free energy: -134224.274 eV
free energy less fixed offsets of B -155.45, O -569.03, Si -635.61 eV per atom: -4.794 eV

The program warned: the cutoff lies below the one the program advises for these potential files; the exchange-correlation potential is rough where the density is thin.
